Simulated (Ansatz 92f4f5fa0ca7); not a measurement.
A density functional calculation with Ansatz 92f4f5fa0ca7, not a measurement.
Periodic cell of 222 atoms, Si134O80N8, from a study of silicon, its oxide and their interface. The atomic structure is a simulated model.
This geometry differs little from another in the collection (a relaxation step or a small displacement).

Settings: functional r2SCAN; potential files Ansatz PAW; basis plane waves; wave-function cutoff 800 eV; density cutoff ratio 5; exchange-correlation grid ratio 1; k mesh 1 x 1 x 1, shifted by 0.5 0.5 0 of a step; self-consistency stop 1e-10 eV per atom in the density residual; occupations fixed; spin none; net charge 0.

Cell vectors (angstrom)
a, 10.88, 0, 0
b, 0, 10.88, 0
c, 0, 0, 31.766

Atoms: element, x, y, z (angstrom)
Si, -0.2083, 0.4033, 0.1972
Si, 2.4535, 3.0633, 0.0518
Si, 0.2988, 5.2888, -0.0103
Si, 3.0408, 7.939, -0.1175
Si, 5.7123, -0.0691, -0.1579
Si, 8.4756, 2.5445, -0.0597
Si, 5.2406, 5.6956, -0.1721
Si, 7.8662, 8.5723, 0.0673
Si, 1.3288, 1.5617, 1.4624
Si, 4.0951, 4.1978, 1.257
Si, 1.4454, 6.8695, 1.2632
Si, 4.1179, 9.6121, 1.1585
Si, 6.8582, 1.4275, 1.2421
Si, 9.5704, 4.1476, 1.2731
Si, 6.7385, 6.8919, 1.2417
Si, 9.4722, 9.6594, 1.3707
Si, -0.029, 2.8691, 2.7952
Si, 2.7403, 0.0574, 2.5817
Si, 0.0177, 8.2215, 2.5846
Si, 2.7523, 5.5208, 2.6809
Si, 5.4601, 2.7848, 2.5611
Si, 8.1314, 0.1033, 2.7365
Si, 5.4041, 8.2451, 2.631
Si, 8.1554, 5.5175, 2.5588
Si, 1.3978, 4.1831, 4.0676
Si, 4.1152, 1.4051, 3.9434
Si, 1.3804, 9.571, 3.9524
Si, 4.0873, 6.8794, 4.0193
Si, 6.821, 4.1295, 3.937
Si, 9.5094, 1.4363, 4.0744
Si, 6.7844, 9.5552, 4.0161
Si, 9.5425, 6.8377, 3.9451
Si, 0.0189, 0.0263, 5.3428
Si, 2.755, 2.7485, 5.3405
Si, 0.0032, 5.5062, 5.3806
Si, 2.7064, 8.2111, 5.3566
Si, 5.4287, 0.0368, 5.3525
Si, 8.1355, 2.7819, 5.3808
Si, 5.4625, 5.4708, 5.3133
Si, 8.1719, 8.1702, 5.3258
Si, 1.3882, 1.3789, 6.6911
Si, 4.1296, 4.0991, 6.6931
Si, 1.371, 6.8449, 6.7313
Si, 4.0729, 9.5522, 6.7119
Si, 6.81, 1.3618, 6.7146
Si, 9.5403, 4.1004, 6.7214
Si, 6.8232, 6.7878, 6.689
Si, 9.5408, 9.5151, 6.6831
Si, 0.0164, 2.7028, 8.0654
Si, 2.6952, 0.0023, 8.0703
Si, -0.0167, 8.1596, 8.0787
Si, 2.7619, 5.4595, 8.0459
Si, 5.4465, 2.6957, 8.062
Si, 8.1887, -0.0216, 8.0531
Si, 5.4581, 8.1624, 8.0246
Si, 8.1621, 5.4194, 8.0685
Si, 1.4062, 4.0733, 9.3765
Si, 4.0819, 1.327, 9.4112
Si, 1.3153, 9.5315, 9.4291
Si, 4.1126, 6.8335, 9.4175
Si, 6.865, 3.979, 9.413
Si, 9.5715, 1.2835, 9.4413
Si, 6.84, 9.4694, 9.4002
Si, 9.5088, 6.7731, 9.4226
Si, -0.0243, -0.0853, 10.9041
Si, 2.7102, 2.6773, 10.7512
Si, 0.0172, 5.3971, 10.7175
Si, 2.6891, 8.2073, 10.7571
Si, 5.4547, -0.0731, 10.7221
Si, 8.2139, 2.5814, 10.8187
Si, 5.5196, 5.3997, 10.6677
Si, 8.1852, 8.1287, 10.8202
Si, 1.3895, 1.3049, 12.18
Si, 4.1464, 4.0618, 11.9658
Si, 1.2773, 6.849, 12.051
Si, 4.0718, 9.5416, 12.1252
Si, 6.8312, 1.1472, 12.1507
Si, 9.6861, 3.9149, 12.0934
Si, 6.9049, 6.6409, 12.0934
Si, 9.4693, 9.4169, 12.3388
Si, 0.0503, 2.5559, 13.6403
Si, 2.8436, 0.1512, 13.609
Si, -0.0065, 8.0467, 13.692
Si, 2.6605, 5.3834, 13.1716
Si, 5.5241, 2.7006, 13.2723
Si, 7.9846, -0.247, 13.7622
Si, 5.2908, 7.8572, 13.2404
Si, 8.3864, 5.2834, 13.4113
Si, 1.5432, 4.1083, 14.6913
Si, 4.0368, 1.9318, 14.8652
Si, 1.6879, 9.3498, 14.7619
Si, 3.6557, 6.8443, 14.6581
Si, 7.0688, 3.7985, 14.6077
Si, 9.1845, 1.4652, 14.9434
Si, 6.3538, 8.9983, 14.8493
Si, 9.93, 6.1698, 14.9875
Si, 5.2645, 5.2842, 18.756
Si, 4.8879, 10.8488, 16.8196
Si, 12.0382, -1.7289, 17.7112
Si, 7.0425, 6.2338, 16.4145
Si, 9.3207, 7.6059, 17.6784
Si, 4.4128, 4.4843, 16.2447
Si, 9.5564, -0.1654, 17.5488
Si, 13.3748, 10.6036, 23.2422
Si, 2.8077, 4.2921, 24.5198
Si, 6.8426, 8.0763, 23.5914
Si, 2.7099, 0.6518, 18.7634
Si, 7.082, -1.3129, 18.4795
Si, 6.904, 5.2257, 21.2639
Si, 9.7766, 11.8888, 20.4996
Si, 9.9296, 4.0951, 21.3177
Si, 7.212, 10.936, 22.2375
Si, 13.6922, 3.7029, 18.6427
Si, 1.1076, 9.7063, 20.6649
Si, 0.1538, 11.939, 25.0234
Si, 7.7709, -2.9143, 20.201
Si, 2.8785, 6.3841, 17.7306
Si, 10.8449, 4.1081, 24.3096
Si, 3.6307, 10.0951, 25.8931
Si, 10.5073, -3.9237, 20.251
Si, 0.772, 9.8717, 26.9719
Si, 4.0592, 13.1764, 26.516
Si, -7.0477, 1.3211, 29.5213
Si, -4.2527, -1.298, 26.3635
Si, -3.6905, 4.3806, 29.4663
Si, -1.5697, 6.7135, 29.7076
Si, 1.7038, -0.932, 29.7592
Si, 8.3222, 5.9296, 25.0237
Si, 4.4183, -9.6653, 21.4357
Si, -2.9095, 11.9777, 25.0483
Si, 6.8864, 14.4753, 26.355
Si, 4.8926, 5.8683, 23.1324
Si, 9.1577, 19.0486, 27.0952
Si, 14.3758, 3.9406, 21.6607
O, 1.3211, 4.9548, 24.6352
O, 0.7935, -0.2802, 30.8943
O, 6.7501, -2.1795, 25.0465
O, 1.3736, 4.1594, -0.5266
O, -2.8868, 2.5858, 25.7047
O, 0.1854, 2.6689, 25.0144
O, 8.2258, 5.5974, 29.3126
O, 2.369, 8.5796, 30.2987
O, 5.162, 0.7023, 30.2473
O, 7.8285, 3.1808, 30.3458
O, 5.8726, 4.9556, 30.2536
O, 9.5958, 1.425, -0.5272
O, -2.0898, 6.9583, 26.136
O, 4.1281, 6.817, -0.6517
O, 10.5625, 5.9967, 30.4206
O, 6.8058, 9.6535, -0.5953
O, 5.0687, 1.4357, 16.1061
O, 2.2191, -8.6882, 18.3835
O, 5.6365, -0.729, 18.0865
O, 7.0972, 9.4821, 20.1365
O, 7.9556, 10.4917, 17.4795
O, 2.763, 8.1534, 14.9565
N, 3.7213, 6.0881, 16.2249
O, 11.2472, 5.172, 15.3625
O, 9.8926, 0.8006, 16.2817
N, 10.2771, 9.1007, 17.5928
O, 5.1613, 9.8466, 15.588
N, 8.8562, 6.5173, 16.3582
N, 3.2102, 3.4235, 15.4146
O, 3.4179, 0.1119, 17.4218
O, 12.8048, -3.1803, 17.7552
N, 4.417, 14.8822, 17.9359
O, -1.6653, 7.7291, 20.8779
N, 7.8676, -2.8513, 18.4713
N, 6.1375, 4.8315, 15.6665
O, 12.8742, 5.0078, 18.0411
O, 10.8859, 10.8444, 21.0917
O, 8.0972, 13.5471, 15.3081
O, 10.2204, 6.6931, 18.6787
O, 6.6254, 7.7384, 15.8975
O, 9.7585, 11.5645, 18.9096
O, 11.6349, 8.1069, 20.4791
O, 7.235, 0.9298, 23.6171
O, 2.6976, 3.8799, 20.2629
O, 1.4388, 9.8755, 16.2839
O, 10.0706, 13.5071, 20.5862
O, 8.3558, 4.5254, 21.2626
O, 3.69, 0.8067, 20.0393
O, 5.948, 4.6666, 20.0794
O, 8.4233, 0.6376, 21.3123
O, 4.662, 2.8119, 21.5072
O, 6.875, -4.0459, 20.916
O, 3.003, 3.326, 25.8155
O, -1.0818, 18.3819, 28.4066
O, 11.4633, 22.2914, 26.495
O, 7.293, -1.5597, 22.6324
O, 10.5615, 3.8003, 22.7569
O, 7.0899, -5.8538, 25.5984
O, 13.6211, -7.325, 23.056
O, 14.9587, 6.4401, 18.8799
O, -0.5177, 9.0406, 26.4119
O, 5.7988, 0.4194, 21.5523
O, 2.1036, 9.6941, 21.949
O, 5.0033, 9.5719, 26.6393
O, -7.4696, 9.7607, 24.3042
O, 3.6958, 11.7128, 25.9485
N, 1.6296, -0.6903, 19.0596
O, 6.4902, 5.9226, 17.9125
O, 7.9217, 6.8447, 23.7196
O, -1.386, 11.4908, 24.7738
O, 4.0572, 5.3601, 24.4413
O, -3.1422, 8.9591, 27.399
O, 5.3847, 7.4064, 23.2555
O, 3.1155, 13.2301, 30.5204
O, 3.4325, 11.7714, 22.6648
O, 6.9274, 3.815, 27.9679
O, -3.7454, 11.092, 26.1164
O, 1.1676, 0.3613, 23.951
O, 6.2271, 15.8776, 22.723
O, 4.0977, 23.8996, 28.1401
O, 2.8502, 0.0747, 29.2268
O, 0.6862, 9.6839, 28.556
O, -0.1461, 5.4477, 20.8203
O, -1.3139, 4.9495, 24.7745
O, -2.2286, 7.8413, 30.6298
O, 3.9252, 16.3861, 21.8681
O, 13.1759, -1.4326, 26.5658
O, 5.4776, 2.8861, 26.0235

Results
free energy: -134426.924 eV
free energy less fixed offsets of N -386.36, O -570.45, Si -639.56 eV per atom: 0.996 eV

Forces (eV/angstrom), in the order of the atoms: element, x, y, z
Si, 0.0031, -0.0038, -0.0307
Si, 0.0056, 0.0014, -0.0309
Si, -0.0072, 0.0038, -0.0285
Si, -0.0033, 0.01, -0.0371
Si, -0.0032, 0.0035, -0.0328
Si, -0.0031, 0.0072, -0.0277
Si, 0.0051, -0.0031, -0.0315
Si, -0.003, 0.0001, -0.0306
Si, 0.0021, -0.0024, 0.0037
Si, 0.0035, -0.0018, 0.0034
Si, 0.002, 0.0008, 0.0053
Si, -0.0006, 0.0009, 0.0073
Si, -0.0013, -0.0001, 0.0046
Si, -0.003, 0.0006, 0.0026
Si, 0.0012, -0.0023, 0.0033
Si, 0.0024, -0.0015, 0.0033
Si, -0.001, -0.0006, 0.0025
Si, 0.0002, -0.0001, -0.0007
Si, 0, 0.001, 0.0007
Si, 0.0007, -0.0011, 0.003
Si, -0.0008, 0.0016, 0.0006
Si, -0.0013, 0.0004, 0.0017
Si, 0.0035, 0.0017, 0.0049
Si, 0.0002, 0.0011, 0.0005
Si, 0.0017, -0.0013, -0.0003
Si, 0.0008, 0.0013, 0.0005
Si, 0, 0.0007, 0.0014
Si, 0.0009, 0.0013, 0.0002
Si, 0.0008, 0, 0.0004
Si, 0.0028, -0.0015, 0.0001
Si, -0.001, -0.0027, -0.0012
Si, -0.0001, -0.0014, 0.0003
Si, 0, 0.0001, -0.0008
Si, 0.0009, 0.0011, 0.0005
Si, -0.0001, 0.0001, 0.0003
Si, 0.0021, 0.0005, 0.0002
Si, 0.0003, -0.0003, 0.0003
Si, -0.0003, 0.0011, -0.0003
Si, 0.0002, 0.0001, 0
Si, 0.0013, 0.0021, 0
Si, 0, 0.0003, 0.0009
Si, 0.0004, -0.0003, 0.0006
Si, 0.0013, -0.0008, -0.0005
Si, 0.0006, 0.0001, -0.0005
Si, 0.0003, -0.0001, -0.0004
Si, 0.0003, 0.0005, -0.0002
Si, -0.0003, 0.0004, 0.0005
Si, 0.0006, -0.0008, 0.0007
Si, 0.0006, 0.0011, 0.0001
Si, 0.0009, 0.0005, 0.0003
Si, 0.0001, 0.0009, 0
Si, 0.0006, 0.0012, 0.0002
Si, 0.0013, 0.0003, -0.0001
Si, 0.0002, 0.0001, 0.0001
Si, 0, 0.0009, 0.0003
Si, 0.0004, -0.0003, 0.0002
Si, 0.0002, -0.0005, 0.0002
Si, 0, -0.0004, 0.0003
Si, -0.0001, -0.0007, 0.0004
Si, 0.0008, 0.0001, 0
Si, -0.0015, 0, -0.0003
Si, -0.0006, 0.0001, -0.0002
Si, 0.0007, -0.0001, 0.0003
Si, 0.0009, 0, 0.0002
Si, 0.0006, 0.0008, 0.0004
Si, 0.001, 0.0012, 0.0012
Si, -0.0001, 0.0011, 0.001
Si, -0.0005, 0.0012, 0.0013
Si, 0.0008, -0.0002, 0.0005
Si, 0.001, -0.0003, 0.0005
Si, 0.0008, -0.0009, 0.0003
Si, -0.0011, -0.0001, 0.0003
Si, 0.0018, 0.001, 0.003
Si, 0.0003, 0.0006, -0.0003
Si, 0.0016, 0.0007, 0.0002
Si, 0.0005, -0.0008, 0.0003
Si, -0.0008, -0.001, 0.0011
Si, -0.0005, 0.0001, 0.0016
Si, 0, 0.0019, -0.0012
Si, 0.0007, 0, 0.0011
Si, -0.0005, -0.0024, 0.0028
Si, -0.0034, 0.0013, 0.0015
Si, 0.0005, 0.0022, 0.0058
Si, 0.0004, -0.0008, 0.0041
Si, -0.002, -0.0008, 0.0038
Si, -0.0011, 0.0022, 0.004
Si, 0.0027, 0.0045, 0.0064
Si, 0.0016, 0.0011, 0.0055
Si, -0.0036, -0.001, -0.0158
Si, -0.0007, -0.0005, -0.0249
Si, -0.0031, -0.0021, -0.036
Si, 0.0027, -0.0039, -0.0326
Si, 0.0011, -0.0001, -0.0157
Si, -0.0035, 0.0047, -0.0321
Si, 0.0066, -0.0021, -0.036
Si, 0.004, -0.0002, -0.0293
Si, -0.0049, 0.0038, -0.0497
Si, 0.0022, 0.0106, -0.0413
Si, -0.0002, -0.0031, -0.0431
Si, 0.0002, -0.0057, -0.0401
Si, -0.0082, -0.0088, -0.0425
Si, -0.0031, -0.0042, -0.0472
Si, 0.0029, 0.0008, -0.0441
Si, 0.0017, -0.0011, -0.05
Si, 0.0021, 0.0047, -0.0411
Si, -0.0011, 0.005, -0.0444
Si, -0.0009, -0.0019, -0.0413
Si, -0.0067, 0.003, -0.0326
Si, -0.0039, 0.0042, -0.041
Si, 0.0028, -0.0063, -0.0414
Si, -0.003, 0.0023, -0.0369
Si, 0.0033, -0.0099, -0.0467
Si, 0.0069, 0.0057, -0.0461
Si, -0.0037, -0.0034, -0.0455
Si, 0.002, -0.0046, -0.0348
Si, 0.0041, 0.0119, -0.0472
Si, 0.0078, -0.0001, -0.0438
Si, 0.0021, -0.0022, -0.0405
Si, 0.0058, -0.0075, -0.0386
Si, -0.0033, 0.0066, -0.0358
Si, 0.0057, 0.0079, -0.0362
Si, -0.0054, 0.0041, -0.0417
Si, 0.0003, 0.0023, -0.055
Si, 0.0002, -0.002, -0.0391
Si, 0.0032, -0.0005, -0.0527
Si, -0.0011, 0.0021, -0.0514
Si, -0.0056, -0.003, -0.0483
Si, 0.006, -0.0016, -0.0375
Si, -0.0044, -0.0036, -0.0417
Si, 0, -0.007, -0.0337
Si, 0.004, 0.0001, -0.0391
Si, 0.0034, -0.0051, -0.0348
Si, -0.0076, -0.0022, -0.0435
Si, -0.0007, -0.003, -0.0488
O, 0.0002, -0.0007, 0.0125
O, -0.0045, 0.0063, 0.0302
O, -0.0001, 0.0021, 0.0299
O, -0.0026, -0.0039, 0.0183
O, -0.0036, 0.005, 0.0163
O, -0.0011, -0.0115, 0.014
O, 0.0043, -0.0007, 0.0286
O, -0.0027, -0.0115, 0.0239
O, 0.011, -0.0036, 0.0277
O, 0.0005, -0.0139, 0.0256
O, -0.0109, 0.009, 0.0255
O, 0.0031, 0.0016, 0.0191
O, -0.0021, 0.0044, 0.0233
O, 0.0018, -0.0007, 0.0224
O, 0.0142, -0.002, 0.023
O, 0.0022, 0.0017, 0.0159
O, 0.0036, -0.0087, 0.0228
O, 0.0002, -0.0019, 0.0137
O, 0.0077, -0.0001, 0.0232
O, 0.0023, -0.0014, 0.0161
O, -0.0022, -0.0055, 0.0112
O, 0.0025, 0.0055, 0.0192
N, -0.0045, -0.0043, 0.0422
O, 0.0009, -0.0007, 0.0139
O, 0.0035, -0.0129, 0.0337
N, -0.0002, 0.0007, 0.0163
O, -0.0041, 0.0024, 0.0303
N, -0.0002, 0.012, 0.0348
N, 0.0046, 0.0104, 0.0213
O, -0.0088, -0.0038, 0.0206
O, -0.0039, 0.003, 0.0165
N, -0.0021, 0.0004, 0.0322
O, -0.0004, -0.0052, 0.0192
N, -0.0047, -0.0017, 0.019
N, -0.004, 0.0072, 0.0211
O, -0.0045, -0.0065, 0.0175
O, -0.0006, 0.0005, 0.0192
O, 0.002, -0.0036, 0.0146
O, 0.0046, -0.0019, 0.0271
O, 0.003, -0.0084, 0.0198
O, -0.0023, 0.01, 0.0337
O, 0.0004, 0.0001, 0.016
O, 0.0011, 0.0081, 0.0287
O, 0.0037, -0.0002, 0.0345
O, -0.0031, 0.0019, 0.0391
O, 0.0041, 0.0081, 0.0159
O, 0.0033, -0.0021, 0.0064
O, 0.0058, 0.0049, 0.0345
O, 0.0067, -0.0026, 0.0316
O, -0.0064, 0.0022, 0.0214
O, -0.0018, 0.003, 0.0171
O, -0.0037, -0.0061, 0.0223
O, 0.0052, -0.0108, 0.0181
O, -0.0009, -0.011, 0.0307
O, 0.0025, -0.01, 0.0151
O, -0.0037, -0.0028, 0.0288
O, -0.001, 0.0052, 0.032
O, -0.0026, -0.0065, 0.0134
O, -0.0054, 0.0011, 0.0265
O, 0.0028, 0.0009, 0.0212
O, 0.0052, -0.0057, 0.0147
O, -0.0001, 0.0004, 0.0104
O, 0.0092, 0.0091, 0.027
O, 0.0002, -0.0003, 0.0121
O, -0.001, -0.0056, 0.0262
O, 0.0043, 0.0032, 0.0169
N, 0.0005, 0.0021, 0.0261
O, -0.0063, -0.0006, 0.0302
O, 0.0051, -0.0049, 0.0171
O, 0.0015, -0.0001, 0.0145
O, -0.0045, -0.0092, 0.019
O, 0.0094, 0.0036, 0.0193
O, 0.0016, 0.0019, 0.0141
O, -0.0099, 0.0052, 0.035
O, 0.002, -0.005, 0.0284
O, 0.0061, 0.0099, 0.035
O, -0.0027, -0.0062, 0.0152
O, -0.0073, 0.0055, 0.0213
O, -0.0046, 0.0028, 0.0217
O, -0.0068, -0.0048, 0.0357
O, 0.0044, -0.0024, 0.0174
O, 0.0039, 0.0112, 0.0329
O, 0.0002, -0.014, 0.0154
O, -0.0031, 0.0033, 0.018
O, -0.0075, 0.0118, 0.0329
O, 0.002, 0.0046, 0.0198
O, -0.0073, -0.0017, 0.0223
O, 0.0007, -0.0016, 0.0213

The program warned: the cutoff lies below the one the program advises for these potential files; the forces do not sum to zero within the program's tolerance; empty levels may hold ghost states of the PAW files; the exchange-correlation potential is rough where the density is thin.
